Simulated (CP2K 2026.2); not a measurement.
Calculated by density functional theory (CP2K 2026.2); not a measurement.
Periodic cell of 504 atoms, Si360O144, from a study of silicon, its oxide and their interface. The atomic structure is a simulated model.
Doubt: the forces sum to 1.72 eV/angstrom along one axis rather than to zero, so they err by at least 0.0034 eV/angstrom per atom on average; the grid cutoff is modest.

Settings
functional: PBE
method: Gaussian and plane waves
basis set: DZVP-MOLOPT-SR-GTH
pseudopotentials: GTH-PBE
grid cutoff: 350 Ry, relative cutoff 50 Ry
k points: Gamma only
occupations: fixed
spin: none
net charge: 0

Cell vectors (angstrom)
a 16.32 0 0
b 0 16.32 0
c -4.6575 -4.4003 33.6624

Atoms and the computed forces on them: element, x, y, z (angstrom), force x, y, z (eV/angstrom)
Si 1.284 14.923 0.172 0.003 0.005 0.638
Si -1.098 -2.858 33.429 0.497 -0.385 0.658
Si 1.428 3.912 0.102 -0.125 0.311 0.703
Si -0.259 2.155 33.625 -0.171 0.066 0.777
Si 1.225 9.746 0.119 0.107 -0.192 0.662
Si -0.247 7.583 33.64 -0.368 0.276 0.659
Si 6.948 14.782 0.29 -0.044 0.073 0.621
Si 9.663 1.205 0.248 -0.126 0.057 0.738
Si 1.803 -0.231 33.561 0.267 -0.102 0.822
Si 5.431 1.863 33.511 -0.257 0.165 0.779
Si 2.065 5.378 33.651 0.228 -0.29 0.625
Si 9.218 12.649 0.009 0.171 -0.196 0.769
Si 7.135 10.881 33.654 0.413 -0.189 0.715
Si 14.431 2.001 0.117 0.06 -0.255 0.781
Si 12.233 4.096 0.456 0.003 0.006 0.601
Si 14.753 6.961 0.17 0.209 -0.082 0.757
Si 12.639 9.257 0.047 -0.295 0.045 0.79
Si 15.3 11.915 0.279 -0.128 0.05 0.75
Si 2.718 -0.026 1.348 -0.022 0.054 -0.077
Si 5.284 2.616 1.185 -0.081 0.001 -0.045
Si 2.736 5.472 1.29 0.02 -0.01 -0.05
Si 5.59 8.111 1.252 -0.012 0.019 -0.041
Si 2.779 10.94 1.352 0.073 0.018 -0.022
Si 5.424 13.525 1.454 -0.062 -0.01 -0.037
Si 8.14 0.007 1.537 0.066 0.027 -0.037
Si 10.835 2.678 1.617 -0.007 -0.021 -0.047
Si 8.235 5.316 1.093 -0.069 0.004 -0.068
Si 10.947 8.07 1.213 0.011 -0.001 -0.105
Si 8.227 10.942 1.325 0.004 0.006 -0.07
Si 10.825 13.661 1.373 0.022 0.006 -0.074
Si 13.474 0.115 1.25 0.029 -0.097 -0.091
Si -0.143 2.834 1.456 0.067 -0.055 -0.021
Si 13.629 5.512 1.624 0.018 -0.006 -0.053
Si 0.045 8.151 1.392 -0.022 0.011 -0.047
Si 13.649 10.81 1.47 -0.026 0.005 -0.061
Si -0.031 13.596 1.536 -0.019 -0.002 -0.036
Si 1.273 1.346 2.678 0.008 -0.003 0.033
Si 4.039 4.028 2.644 0.002 -0.001 0.033
Si 1.414 6.799 2.718 -0.006 -0.016 0.002
Si 4.15 9.475 2.629 -0.007 0.003 0.028
Si 1.441 12.272 2.792 0.007 -0.01 0.037
Si 4.085 14.969 2.734 -0.008 -0.017 0.027
Si 6.686 1.399 2.695 -0.005 0.029 -0.012
Si 9.409 4.087 2.752 0.005 0.048 0.038
Si 6.94 6.731 2.576 0.007 -0.039 0.021
Si 9.582 9.481 2.586 -0.003 -0.024 0.005
Si 6.827 12.187 2.777 0.034 0.025 0.049
Si 9.523 14.961 2.847 0.008 -0.019 0.029
Si 12.243 1.319 2.86 0.024 0 0.051
Si 14.985 4.156 2.927 0.01 0.024 0.053
Si 12.203 6.874 2.827 -0.018 0.028 0.059
Si 15.016 9.484 2.824 0.011 -0.022 0.037
Si 12.224 12.25 2.677 -0.004 0.012 -0.002
Si 14.843 15.039 2.674 -0.027 0.04 0.022
Si -0.058 0 4.071 0.009 -0.015 -0.009
Si 2.668 2.709 4.044 -0.005 0.002 -0.042
Si 0.073 5.5 4.174 -0.015 0.024 0.012
Si 2.775 8.17 4.048 0.015 0.024 -0.036
Si 0.06 10.887 4.12 -0.022 0.018 -0.02
Si 2.753 13.635 4.138 -0.004 -0.01 0.014
Si 5.424 0.007 4.095 -0.01 -0.015 0
Si 8.059 2.732 4.091 0.02 -0.021 0.001
Si 5.48 5.406 3.96 0.019 -0.004 -0.06
Si 8.212 8.136 3.993 -0.016 0.003 -0.017
Si 5.453 10.816 4.076 -0.018 0.025 -0.018
Si 8.15 13.575 4.139 -0.014 0.013 0.005
Si 10.876 -0.015 4.199 -0.015 0.008 0.004
Si 13.598 2.728 4.177 -0.003 -0.039 -0.034
Si 10.821 5.449 4.097 0.02 0.007 -0.024
Si 13.609 8.181 4.174 0.028 -0.026 0.002
Si 10.885 10.855 4.026 -0.009 -0.013 -0.026
Si 13.555 13.627 4.058 0.013 0.023 0.003
Si 1.327 -1.372 16.314 -0.008 -0.004 -0.005
Si 4.068 1.364 16.33 0.001 0.004 0.008
Si 1.362 4.054 16.308 -0.003 -0.004 0
Si 4.103 6.786 16.279 0.009 -0.015 0.003
Si 1.348 9.518 16.291 0 -0.005 0
Si 4.096 12.229 16.314 0.008 0.013 -0.004
Si 6.799 -1.369 16.306 -0.007 -0.007 -0.004
Si 9.507 1.344 16.308 0.004 0.004 0.007
Si 6.788 4.076 16.321 0.002 -0.016 0.004
Si 9.542 6.843 16.316 0.002 0.015 0.008
Si 6.827 9.559 16.32 -0.006 0.011 0.004
Si 9.534 12.247 16.351 -0.006 0.019 0.011
Si 12.228 -1.384 16.328 0.009 -0.019 -0.001
Si -1.364 1.328 16.298 -0.006 0.003 0.004
Si 12.234 4.101 16.269 0.002 0.006 -0.005
Si -1.36 6.806 16.318 0.016 -0.002 0.001
Si 12.244 9.548 16.349 0 -0.005 0.011
Si -1.371 12.254 16.316 0.005 -0.013 -0.007
Si 2.68 -0.008 17.651 -0.01 0.006 0.019
Si 5.419 2.733 17.711 0 0.016 0.005
Si 2.776 5.392 17.633 0.018 0.007 -0.005
Si 5.434 8.192 17.611 -0.006 -0.026 -0.002
Si 2.68 10.896 17.641 0.03 -0.006 0.013
Si 5.51 13.54 17.67 0.004 -0.009 0.005
Si 8.131 -0.004 17.675 0.009 -0.029 -0.002
Si 10.898 2.721 17.605 -0.019 0.016 0.008
Si 8.179 5.457 17.624 -0.001 -0.006 0.031
Si 10.888 8.197 17.725 -0.007 0.008 0.011
Si 8.192 10.893 17.731 -0.032 0.01 0.024
Si 10.861 13.621 17.734 0.01 -0.01 0.028
Si 13.632 -0.065 17.667 0 0 0.017
Si -0.01 2.682 17.652 0.034 -0.006 0.042
Si 13.556 5.467 17.65 -0.013 -0.022 0.003
Si 0.018 8.156 17.671 -0.021 -0.013 0.031
Si 13.596 10.932 17.702 0.015 0.038 0.039
Si -0.031 13.598 17.704 0.008 0.017 0.007
Si 1.323 1.325 19.063 -0.001 -0.034 -0.032
Si 4.046 4.057 19.115 -0.007 0.009 0.012
Si 1.453 6.771 18.951 0.008 0.037 -0.03
Si 4.052 9.541 18.955 0.001 -0.002 -0.038
Si 1.312 12.214 19.04 -0.014 -0.02 -0.024
Si 4.071 -1.428 18.898 -0.003 0.002 -0.047
Si 6.802 1.375 19.038 0.01 0.02 -0.003
Si 9.574 4.106 18.957 0.014 0.001 -0.02
Si 6.81 6.845 18.938 0.004 -0.012 -0.036
Si 9.565 9.571 19.127 0.008 0.006 0.007
Si 6.87 12.238 19.145 0.001 0.036 -0.054
Si 9.441 -1.356 19.082 -0.015 -0.038 -0.03
Si 12.238 1.314 18.922 -0.005 0.001 -0.048
Si -1.417 4.059 18.936 -0.026 -0.017 -0.023
Si 12.241 6.827 19.077 0.025 -0.015 0.014
Si -1.362 9.535 19.013 0.009 -0.016 -0.035
Si 12.265 12.315 19.117 0.003 -0.011 -0.029
Si -1.361 -1.388 19.13 -0.004 0.023 0.035
Si 0.008 -0.058 20.509 0.037 0.019 0.044
Si 2.638 2.679 20.483 0.005 0.049 0.06
Si 0.006 5.425 20.184 0.003 0.001 0.019
Si 2.747 8.183 20.341 -0.034 -0.024 0.049
Si -0.044 10.879 20.43 -0.022 0.011 0.066
Si 2.736 13.555 20.303 0.011 0.016 0.046
Si 5.38 -0.054 20.246 -0.021 0.024 0.019
Si 8.2 2.788 20.323 -0.024 0.007 0.055
Si 5.446 5.536 20.328 -0.024 -0.004 0.035
Si 8.176 8.134 20.367 0.019 -0.038 0.056
Si 5.417 10.821 20.353 0.019 0.006 0.018
Si 8.209 13.615 20.613 0.037 -0.003 0.036
Si 10.803 0.093 20.303 -0.01 0.01 0.064
Si -2.724 2.617 20.277 0.054 0.01 0.036
Si 10.912 5.421 20.414 -0.023 -0.003 0.022
Si -2.718 8.212 20.416 -0.018 0.023 0.035
Si 10.94 10.95 20.513 0.023 -0.008 0.058
Si -2.758 -2.62 20.585 -0.02 -0.014 0.045
Si 1.671 -1.259 21.711 -0.258 -0.015 -0.733
Si 3.826 0.976 21.634 0.013 0.228 -0.742
Si 0.898 3.837 21.63 0.311 0.066 -0.767
Si 4.365 7.131 21.675 -0.097 -0.103 -0.711
Si 1.144 9.268 21.677 0.149 0.211 -0.707
Si 4.241 12.372 21.652 -0.269 -0.269 -0.577
Si 6.416 -1.574 21.668 0.406 0.186 -0.594
Si 9.788 1.722 21.669 -0.161 -0.128 -0.818
Si 7.056 4.398 21.551 -0.071 -0.04 -0.795
Si 9.282 6.54 21.696 0.201 0.12 -0.753
Si 6.614 9.296 21.647 0.04 0.082 -0.641
Si 9.967 12.59 21.918 -0.331 -0.123 -0.766
Si 11.945 -1.259 21.789 0.317 -0.025 -0.697
Si -1.246 1.513 21.751 -0.147 -0.267 -0.735
Si 12.122 3.788 21.616 0.043 0.266 -0.727
Si -1.03 7.022 21.496 -0.217 0.01 -0.772
Si 12.484 9.748 21.841 -0.154 -0.17 -0.782
Si -1.633 11.987 21.795 0.075 0.181 -0.844
Si 3.167 -2.18 31.572 -0.151 -0.129 0.174
Si 4.499 12.293 24.548 -0.092 -0.084 -0.022
Si 7.028 10.397 24.453 0.024 0.005 -0.057
Si 6.45 2.434 25.832 0.068 0.048 -0.046
Si 5.972 -1.47 24.594 -0.024 -0.024 -0.147
Si 2.347 4.087 24.109 -0.039 -0.045 -0.017
Si 3.227 12.139 27.481 0.139 -0.014 -0.005
Si -3.464 2.354 26.514 0.143 -0.059 -0.066
Si 9.583 4.015 29.327 -0.11 -0.166 0.077
Si 4.907 8.72 25.66 -0.164 0.053 -0.073
Si -1.584 0.583 28.008 -0.131 0.111 0.04
Si 0.175 -2.891 23.967 -0.01 -0.108 -0.121
Si 3.337 -1.252 28.771 -0.196 0.015 -0.082
Si 11.883 1.303 31.639 0.01 -0.039 0.084
Si -0.775 7.837 30.525 0.034 -0.065 0.16
Si 11.539 10.719 27.117 -0.02 -0.009 -0.061
Si 2.13 9.298 24.581 0.112 0.024 -0.055
Si 4.997 2.993 23.431 0.071 -0.078 -0.124
Si -3.114 0.525 24.101 0.035 0.06 -0.155
Si -2.693 5.53 23.618 -0.1 -0.025 -0.031
Si 2.868 3.282 29.068 -0.086 0.061 0.044
Si 11.25 7.671 23.825 0.042 0.088 -0.07
Si 1.632 11.372 31.214 0.03 0.028 0.118
Si 8.843 1.041 24.613 -0.011 0.094 0.029
Si 10.505 8.418 31.105 0.095 0.053 -0.004
Si 11.627 7.591 26.821 -0.018 -0.008 -0.022
Si 11.469 6.078 29.362 0.016 0.088 -0.125
Si 2.817 5.855 30.689 -0.069 0.016 0.104
Si 8.176 1.433 29.396 -0.027 0.1 0.008
Si 2.292 2.187 26.402 0.01 0.072 0.032
Si -2.005 12.262 27.527 0.063 0.001 0.133
Si 4.193 9.472 28.54 -0.073 -0.009 0.034
Si 4.746 0.482 26.743 -0.102 -0.073 0.027
Si 0.671 11.383 26.247 -0.109 0.134 -0.065
Si 8.69 10.449 31.197 -0.142 -0.007 0.084
Si -1.818 5.347 29.284 0.037 0.01 0
Si 5.624 2.787 30.533 0.053 -0.038 0.124
Si 9.947 12.19 29.359 0.078 -0.105 -0.035
Si -1.213 12.106 30.491 -0.073 0.125 0.144
Si 3.241 6.679 24.572 0.118 0.127 -0.105
Si 1.827 8.676 29.869 -0.001 -0.035 -0.068
Si 7.318 5.481 30.743 -0.001 -0.053 0.097
Si -2.152 3.529 31.607 0.046 0.1 0.104
Si 9.69 11.76 24.978 0.009 0.033 -0.058
Si -2.621 5.271 26.51 -0.079 0.074 0.049
Si -2.962 9.584 31.167 -0.012 -0.069 0.116
Si 11.86 0.552 28.651 0.171 0.024 0.023
Si -1.645 -1.441 25.917 0.035 -0.082 -0.034
Si 5.308 7.548 30.659 -0.122 0.119 0.034
Si 8.649 -1.789 25.793 0.033 -0.047 -0.056
Si 9.366 -1.126 28.625 0.009 0.06 0.054
Si 8.887 2.802 26.824 0.046 0.054 -0.028
Si 1.113 0.943 28.684 0.138 0.006 0.012
Si 10.993 12.06 31.957 0.09 0.009 0.018
Si 1.329 14.973 5.443 -0.01 0.01 -0.01
Si 4.037 1.362 5.428 -0.006 0.001 -0.018
Si 1.391 4.077 5.476 -0.006 -0.019 0.005
Si 4.134 6.777 5.371 -0.009 -0.017 -0.015
Si 1.41 9.509 5.449 0.013 -0.002 -0.004
Si 4.112 12.221 5.439 0.022 0.009 -0.01
Si 6.789 14.965 5.458 0.014 0.017 0.008
Si 9.467 1.381 5.45 -0.002 0.005 -0.002
Si 6.755 4.099 5.451 -0.02 0.004 -0.006
Si 9.508 6.82 5.455 0.005 0.015 -0.019
Si 6.832 9.466 5.4 0.006 -0.017 0.008
Si 9.528 12.196 5.439 0.004 -0.02 -0.016
Si 12.234 14.932 5.505 0.006 -0.006 0.009
Si 14.966 1.359 5.492 0 0.013 -0.008
Si 12.197 4.093 5.464 -0.007 0.014 0.015
Si 14.976 6.816 5.504 0.008 0 0.001
Si 12.24 9.561 5.465 0.003 0.014 0.005
Si 14.963 12.268 5.413 -0.002 -0.002 -0.021
Si 2.695 0.006 6.803 -0.008 0.011 -0.001
Si 5.405 2.721 6.796 -0.004 0.015 -0.002
Si 2.771 5.449 6.788 0.001 -0.027 -0.01
Si 5.463 8.13 6.773 0.016 0.007 0
Si 2.746 10.879 6.807 -0.01 0.009 0.008
Si 5.444 13.591 6.808 0 -0.016 0.009
Si 8.142 0.005 6.817 -0.004 -0.009 -0.001
Si 10.842 2.729 6.815 -0.003 0.01 -0.01
Si 8.139 5.452 6.801 -0.005 0.005 0.003
Si 10.88 8.176 6.807 0.002 -0.012 -0.004
Si 8.161 10.843 6.787 -0.002 0 -0.002
Si 10.868 13.562 6.824 0.019 0.007 0.006
Si 13.6 -0.007 6.836 0.004 -0.022 -0.003
Si 0.01 2.727 6.83 0.007 0 0
Si 13.59 5.438 6.818 0.014 -0.002 -0.006
Si 0.03 8.18 6.826 -0.025 -0.002 0.002
Si 13.612 10.917 6.803 -0.021 -0.001 -0.006
Si -0.009 13.605 6.805 -0.003 0.006 -0.005
Si 1.36 1.363 8.183 0.002 0.006 0.006
Si 4.083 4.083 8.175 0.001 0.004 0.008
Si 1.389 6.797 8.155 -0.002 0.006 -0.007
Si 4.107 9.505 8.145 -0.005 0.002 -0.008
Si 1.364 12.237 8.153 -0.004 -0.01 -0.004
Si 4.067 14.955 8.151 -0.002 -0.012 -0.007
Si 6.777 1.368 8.159 0.006 -0.01 0.001
Si 9.498 4.095 8.169 0.015 -0.005 0.007
Si 6.797 6.799 8.174 -0.009 -0.012 0.017
Si 9.518 9.515 8.171 0.007 0.003 0.012
Si 6.811 12.224 8.15 0 0.015 -0.004
Si 9.51 14.952 8.161 -0.016 0.008 -0.005
Si 12.22 1.364 8.164 -0.004 0.001 -0.001
Si 14.954 4.081 8.174 -0.024 -0.012 -0.002
Si 12.238 6.811 8.165 0.015 -0.001 -0.003
Si 14.969 9.541 8.16 0.029 0.007 -0.002
Si 12.246 12.24 8.184 0.005 0.003 0.011
Si 14.963 14.957 8.183 0 0.004 0.01
Si -0.001 0 9.535 0.006 -0.006 0.001
Si 2.72 2.725 9.53 -0.002 0.005 -0.001
Si 0.01 5.445 9.514 0.005 -0.007 0.001
Si 2.737 8.161 9.518 0.003 -0.005 0
Si 0.008 10.886 9.525 -0.015 0.012 0.006
Si 2.717 13.596 9.518 -0.008 0.012 0.006
Si 5.428 -0.005 9.514 0.002 0.014 -0.002
Si 8.145 2.723 9.522 -0.011 0.011 0
Si 5.443 5.438 9.533 0.002 -0.011 -0.003
Si 8.161 8.158 9.53 -0.006 0.002 -0.001
Si 5.45 10.872 9.514 0.006 -0.006 0.003
Si 8.155 13.592 9.518 0.004 -0.009 0.004
Si 10.867 -0.004 9.522 0.014 -0.013 0
Si 13.587 2.72 9.526 0.018 0.007 0.004
Si 10.876 5.449 9.522 -0.003 0.003 -0.007
Si 13.607 8.17 9.514 -0.013 -0.005 -0.005
Si 10.879 10.877 9.526 0.005 -0.01 0.004
Si 13.601 13.603 9.537 -0.003 0.009 0.01
Si 1.359 -1.366 10.884 -0.001 0.007 0.001
Si 4.078 1.356 10.88 -0.005 0.004 -0.001
Si 1.357 4.082 10.882 -0.001 -0.015 0.002
Si 4.084 6.8 10.886 0.009 -0.009 0
Si 1.369 9.52 10.877 -0.004 -0.005 -0.003
Si 4.085 12.235 10.874 -0.005 -0.003 -0.005
Si 6.793 -1.363 10.874 -0.009 -0.007 -0.009
Si 9.508 1.361 10.881 -0.006 0.003 -0.007
Si 6.798 4.08 10.89 -0.007 0.011 0.012
Si 9.524 6.804 10.888 0.006 -0.005 0.008
Si 6.805 9.522 10.885 0.006 0 0.004
Si 9.52 12.242 10.878 0.007 0.013 -0.002
Si 12.233 -1.357 10.882 0.006 0.003 0.003
Si -1.368 1.361 10.883 -0.008 -0.008 0.004
Si 12.233 4.087 10.886 -0.007 0.001 -0.002
Si -1.353 6.807 10.872 0.01 0.008 -0.006
Si 12.243 9.52 10.877 0 0.003 0.001
Si -1.355 12.24 10.887 0.006 -0.006 0.003
Si 2.719 -0.005 12.236 0.008 -0.005 -0.003
Si 5.437 2.713 12.239 0.003 -0.008 -0.01
Si 2.718 5.441 12.239 -0.007 0.005 -0.005
Si 5.447 8.159 12.241 -0.011 -0.002 -0.004
Si 2.727 10.878 12.24 -0.004 0.007 0.007
Si 5.438 13.601 12.24 0.01 0.006 0.003
Si 8.153 -0.006 12.24 -0.001 0 0.001
Si 10.869 2.724 12.243 0.008 -0.004 0.006
Si 8.163 5.443 12.241 0 -0.006 -0.006
Si 10.885 8.17 12.242 0.007 0 -0.006
Si 8.163 10.887 12.241 -0.002 -0.004 -0.002
Si 10.879 13.598 12.238 -0.003 -0.001 0.001
Si 13.59 0.003 12.239 0.004 -0.004 -0.001
Si -0.001 2.718 12.238 0.001 0.019 -0.004
Si 13.605 5.448 12.237 0.006 -0.003 0.001
Si 0.001 8.165 12.238 -0.003 -0.01 0.006
Si 13.598 10.88 12.236 -0.011 -0.006 0.001
Si 0.001 13.597 12.246 -0.002 0.005 0.005
Si 1.359 1.35 13.591 -0.001 -0.009 -0.004
Si 4.08 4.077 13.59 0.005 -0.012 -0.003
Si 1.353 6.796 13.596 0.003 0.002 0.002
Si 4.087 9.514 13.597 0.021 -0.015 -0.001
Si 1.368 12.24 13.603 0.001 -0.009 0.001
Si 4.073 -1.361 13.601 -0.022 0.017 0
Si 6.79 1.349 13.6 -0.007 0.012 0
Si 9.507 4.083 13.607 -0.013 0.02 0.002
Si 6.818 6.811 13.6 0.004 -0.011 0
Si 9.529 9.536 13.599 0 0.001 0.001
Si 6.807 12.25 13.6 -0.009 0.007 -0.006
Si 9.524 -1.363 13.597 0.016 -0.021 -0.004
Si 12.232 1.362 13.599 -0.002 0.002 0.004
Si -1.356 4.08 13.595 0.012 -0.017 0.002
Si 12.251 6.819 13.597 -0.016 0.006 -0.002
Si -1.364 9.527 13.597 0 0.001 -0.007
Si 12.233 12.233 13.596 0.017 0.003 -0.005
Si -1.377 -1.368 13.589 -0.004 0.009 -0.006
Si -0.01 -0.017 14.934 0 0.001 -0.001
Si 2.723 2.711 14.944 -0.005 0.007 0.011
Si -0.001 5.434 14.963 -0.013 -0.001 -0.001
Si 2.718 8.152 14.947 -0.004 -0.006 0.007
Si -0.01 10.89 14.953 -0.001 -0.001 -0.003
Si 2.722 13.6 14.971 0.016 0.008 0.003
Si 5.426 -0.003 14.966 0.01 -0.017 0.003
Si 8.144 2.71 14.96 -0.002 -0.009 0.003
Si 5.458 5.432 14.932 -0.004 0.024 -0.009
Si 8.172 8.186 14.959 -0.004 -0.004 -0.007
Si 5.449 10.881 14.947 -0.008 0.002 0
Si 8.177 13.598 14.966 -0.013 0.011 -0.001
Si 10.883 -0.008 14.961 -0.007 0.009 0.004
Si 13.604 2.717 14.949 -0.004 0.015 0
Si 10.873 5.468 14.937 0.013 -0.02 0.001
Si 13.6 8.181 14.973 0.009 -0.001 0.012
Si 10.881 10.888 14.975 0 0 -0.004
Si 13.584 13.593 14.952 -0.005 -0.005 -0.004
O -3.855 -0.029 32.332 -0.23 -0.43 -0.495
O -0.897 12.569 23.121 -0.158 -0.13 0.455
O 11.44 1.032 30.126 -0.28 0.05 -0.047
O -1.594 -3.574 29.037 0.04 0.563 -0.01
O 9.196 -0.491 24.991 0.549 0.054 -0.12
O 0.774 0.976 33.122 -0.013 -0.024 -0.365
O 5.205 7.804 32.25 0.448 -0.213 -0.105
O 11.786 9.123 27.345 0.007 -0.086 0.395
O 13.016 4.212 22.917 0.045 -0.218 0.189
O 8.158 5.443 22.181 -0.095 -0.158 0.495
O -3.376 11.417 27.49 0.009 0.059 0.331
O -1.857 0.998 23.182 0.244 -0.17 0.303
O 11.818 9.054 23.173 0.069 0.096 0.286
O 5.937 11.572 24.548 0.311 0.279 0.372
O -1.511 6.183 22.781 0.149 0.029 0.4
O 3.759 12.037 25.959 -0.082 -0.121 -0.08
O 10.47 -2.797 32.366 0.2 0.494 -0.29
O 10.883 6.992 30.529 0.095 -0.416 0.421
O 2.863 3.296 27.445 0.048 0.535 -0.311
O 1.053 1.459 27.136 -0.467 -0.03 -0.327
O 1.873 2.084 29.551 -0.253 0.039 0.377
O -2.697 4.83 32.411 0.103 0.412 -0.376
O 6.589 0.704 33.26 0.106 -0.094 -0.544
O 6.686 1.695 29.965 -0.228 -0.416 -0.082
O -4.078 11.676 32.885 0.212 0.381 0.196
O 9.047 3.688 33.287 0.047 0.026 -0.336
O 2.756 -0.129 22.215 0.106 0.137 0.444
O 8.39 1.589 27.791 0.014 -0.571 -0.352
O 9.588 -2.588 29.216 -0.246 0.074 0.1
O 4.465 -0.338 28.085 0.288 -0.089 0.414
O -2.244 -2.776 26.577 -0.284 -0.187 0.091
O 6.517 -0.917 23.165 0.034 0.618 0.066
O -2.013 1.874 27.106 0.342 0.452 -0.2
O -3.325 6.74 26.579 0.174 0.024 0.111
O 9.742 11.887 23.366 0.083 -0.175 0.186
O 9.833 10.969 32.244 -0.145 -0.101 0.474
O 3.631 3.785 23.16 -0.222 0.12 -0.648
O -0.826 11.369 26.848 -0.064 -0.507 -0.097
O 1.235 4.565 23.054 -0.326 0.193 0.318
O -2.26 8.418 30.324 -0.217 -0.136 -0.536
O 5.424 -2.849 21.875 0.001 -0.197 0.155
O 5.226 3.063 25.014 -0.418 0.257 0.238
O 4.018 11.092 28.456 0.313 0.153 0.238
O 2.741 5.264 25.123 -0.121 -0.05 0.695
O 10.618 1.795 32.501 -0.075 -0.254 -0.486
O 11.772 9.419 30.925 -0.009 0.234 -0.284
O -3.606 3.97 26.608 -0.355 0.121 -0.106
O 6.032 -4.294 33.288 -0.135 0.168 -0.336
O 7.349 10.05 22.9 0.618 0.106 -0.074
O -3.297 2.423 31.66 0.166 -0.136 -0.218
O 2.736 8.725 28.531 -0.116 -0.221 -0.487
O 6.295 3.655 22.774 0.006 -0.129 0.468
O 11.002 11.028 25.606 0.176 -0.264 -0.61
O -4.57 6.446 33.364 0.011 -0.033 -0.4
O -2.355 10.991 30.695 -0.37 0.165 -0.059
O 7.423 10.231 32.16 -0.146 -0.175 -0.371
O 10.865 7.75 25.395 -0.648 -0.09 0.178
O 12.399 6.562 23.685 -0.052 -0.007 -0.057
O 2.318 9.998 30.687 0.273 0.065 0.25
O 3.715 9.581 24.919 -0.067 0.393 -0.275
O 0.044 8.118 22.059 -0.083 -0.119 0.298
O 1.901 -0.479 28.77 -0.427 -0.142 0.182
O 4.731 1.498 22.895 0.399 -0.112 0.229
O 0.805 6.369 33.419 0.01 -0.32 -0.239
O -2.719 10.862 22.319 -0.152 -0.054 0.229
O 9.918 7.229 23.028 -0.311 0.128 0.411
O 0.237 8.716 29.612 -0.245 0.219 -0.3
O 0.273 11.496 30.37 0.285 -0.185 -0.331
O 8.65 -0.098 29.673 -0.207 -0.167 0.587
O 3.735 11.909 23.154 -0.313 -0.084 0.13
O 1.398 11.146 32.802 -0.309 0.346 0.237
O 1.663 11.731 27.47 -0.321 -0.173 0.359
O 3.392 9.344 33.305 -0.202 -0.131 -0.152
O 5.005 8.919 29.838 0.244 0.39 0.245
O 1.229 -2.158 22.998 0.354 -0.107 0.069
O 8.57 5.183 29.781 -0.085 0.538 -0.156
O 4.987 9.017 27.229 0.422 -0.039 0.222
O -2.17 -1.65 33.383 0.109 0.088 0.092
O 7.518 3.535 26.321 -0.238 0.562 0.197
O 10.954 2.77 22.141 0.1 0.136 0.32
O 2.141 -1.096 32.209 -0.119 0.158 -0.307
O 5.494 8.215 22.192 0.151 0.133 0.585
O 2.37 4.72 29.626 -0.549 -0.006 -0.279
O 1.996 7.259 30.662 -0.327 0.019 0.233
O -2.694 9.468 32.771 0.494 -0.357 0.19
O 10.368 11.343 28.058 -0.275 -0.06 -0.151
O 7.646 5.627 32.321 0.078 0.549 -0.07
O -2.932 0.025 28.714 -0.019 -0.539 0.184
O -2.815 -0.589 25.228 -0.374 -0.04 0.483
O -3.256 6.064 29.362 0.05 0.319 0.121
O 5.079 2.376 32.007 -0.223 -0.056 -0.348
O -1.821 3.94 30.079 0.164 -0.367 -0.338
O 7.282 1.407 24.87 -0.403 -0.108 -0.233
O 4.523 7.17 25.425 0.436 -0.512 0.199
O 2.489 -3.578 31.088 0.119 0.061 -0.356
O 6.746 6.924 30.289 0.611 0.245 -0.268
O 4.301 6.333 30.293 0.39 -0.479 -0.339
O -0.827 2.924 32.303 0.387 -0.015 -0.19
O 7.216 -2.264 25.24 -0.025 -0.733 0.205
O 8.597 11.561 30.032 -0.615 0.024 -0.147
O 3.824 -1.497 30.281 0.324 0.264 0.163
O 11.051 4.549 29.712 0.222 -0.5 0.179
O 4.346 2.912 29.575 0.061 -0.014 -0.307
O 9.644 2.124 25.554 0.523 0.035 -0.007
O 1.106 9.956 25.631 -0.209 -0.312 0.304
O 8.449 -1.335 27.322 -0.426 -0.021 0.209
O -2.002 5.175 25.029 0.513 -0.311 -0.137
O 11.762 1.738 27.549 -0.638 0.372 -0.151
O 11.23 12.107 30.365 0.666 -0.095 -0.121
O 9.129 2.617 30.007 0.041 -0.043 0.554
O 9.669 3.874 27.709 0.518 0.198 -0.479
O 4.319 -2.43 32.659 0.214 0.489 -0.25
O 10.83 -0.589 28.195 0.081 -0.31 -0.389
O 6.367 9.067 25.087 0.486 -0.602 -0.04
O -0.744 6.304 30.022 0.279 -0.37 0.184
O -1.082 -3.288 31.834 0.004 -0.066 -0.418
O 1.778 9.801 23.085 0.121 0.569 -0.011
O 0.87 12.466 25.053 0.365 -0.154 0.147
O 6.306 4.238 30.608 -0.223 0.136 0.181
O 4.707 -2.438 24.455 -0.533 0.318 0.066
O 3.371 1.029 26.117 -0.181 -0.431 -0.657
O -0.569 -1.724 24.769 0.206 0.594 -0.184
O 10.886 6.701 27.967 -0.434 0.012 -0.133
O 9.157 1.166 23.049 -0.425 -0.428 0.174
O 8.365 10.851 25.241 -0.019 -0.242 0.485
O 2.717 5.16 32.158 0.016 -0.514 -0.211
O 3.304 -2.669 28.01 0.002 0.125 -0.006
O -0.462 8.065 32.097 0.232 0.121 -0.197
O -0.192 2.708 22.085 0.114 0.119 0.324
O 9.209 9.112 30.439 -0.215 -0.293 -0.293
O 12.666 1.793 24.984 -0.14 0.354 -0.166
O 5.468 -0.352 25.601 0.077 -0.072 -0.246
O 12.213 -0.237 23.053 -0.431 0.36 0.264
O 9.619 -3.074 25.638 0.418 0.032 0.413
O -1.517 5.154 27.7 0.364 -0.333 -0.258
O 1.867 2.83 24.992 -0.217 -0.104 -0.158
O 8.618 -1.313 33.328 0.15 0.178 -0.529
O -0.955 -0.571 27.075 0.731 -0.08 0.386
O 5.749 1.698 27.088 0.255 0.314 0.677
O 1.992 7.696 24.698 -0.581 -0.257 0.172
O -0.443 0.857 29.129 -0.318 0.218 0.37
O 3.659 6.553 23.014 -0.144 -0.324 0.005
O 10.953 -2.467 22.281 -0.141 -0.12 0.513
O 10.027 8.224 32.629 -0.57 0.243 0.161

Results
total energy: -101651.782 eV
total energy less fixed offsets of O -438.35, Si -107.03 eV per atom: 1.418 eV
